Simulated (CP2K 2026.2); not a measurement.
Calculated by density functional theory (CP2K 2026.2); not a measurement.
Periodic cell of 504 atoms, Si360O144, from a study of silicon, its oxide and their interface. The atomic structure is a simulated model.
Doubt: the forces sum to 0.53 eV/angstrom along one axis rather than to zero, so they err by at least 0.0011 eV/angstrom per atom on average; the grid cutoff is modest.

Settings: functional PBE; method Gaussian and plane waves; basis set DZVP-MOLOPT-SR-GTH; pseudopotentials GTH-PBE; grid cutoff 300 Ry, relative cutoff 40 Ry; k points Gamma only; occupations fixed; spin none; net charge 0.

Cell vectors (angstrom)
a 16.32 0 0
b 0 16.32 0
c 4.3819 5.1251 33.1087

Atoms and the computed forces on them: element, x, y, z (angstrom), force x, y, z (eV/angstrom)
Si 1.89 -1.859 0.027 -0.123 0.025 0.727
Si 3.815 1.529 0.042 0.143 -0.065 0.752
Si 1.48 3.663 -0.17 -0.04 0.356 0.706
Si 4.605 6.282 -0.179 -0.189 0.168 0.762
Si 1.1 -6.701 0.201 0.291 -0.123 0.723
Si 4.097 -4.097 0.288 0.008 0.011 0.423
Si 7.016 -1.429 0.032 -0.242 0.079 0.697
Si 8.935 1.795 -0.03 0.309 -0.091 0.75
Si 6.84 4.091 0.324 -0.015 0.005 0.507
Si 9.821 6.865 0.099 -0.108 -0.175 0.616
Si 6.33 10.011 -0.104 0.089 -0.111 0.751
Si -7.141 -3.714 0.092 0.056 -0.164 0.816
Si -4.264 -1.231 0.021 -0.007 0.034 0.714
Si -1.416 1.504 0.194 0.039 -0.228 0.725
Si -3.732 3.593 0.037 -0.063 0.309 0.828
Si -1.582 7.266 0.011 0.116 -0.411 0.748
Si -3.909 -6.978 0.262 -0.051 0.162 0.748
Si -1.046 -4.442 0.155 -0.181 0.312 0.783
Si 2.774 -0.103 1.368 -0.028 0.04 -0.029
Si 5.35 2.693 1.439 -0.008 -0.027 -0.025
Si 2.733 5.356 1.055 -0.037 -0.001 -0.079
Si 5.466 8.133 1.135 0.007 -0.018 -0.039
Si 2.728 -5.557 1.457 -0.042 -0.021 -0.073
Si 5.489 -2.629 1.427 0.034 0.002 -0.064
Si 8.066 0.132 1.42 0.025 -0.029 -0.035
Si -5.495 2.636 1.259 -0.018 -0.053 0.005
Si 8.357 5.481 1.399 0.008 0.071 -0.059
Si -5.406 8.205 1.606 0.039 0.003 -0.034
Si 8.021 10.966 1.309 0.02 -0.024 -0.038
Si -5.584 -2.569 1.418 0.037 -0.041 -0.045
Si -2.706 -0.07 1.351 -0.006 0.013 -0.081
Si 0.063 2.725 1.465 -0.005 -0.009 -0.05
Si -2.655 5.421 1.161 -0.039 0.051 -0.043
Si -0.085 8.177 1.565 -0.012 0.001 -0.009
Si -2.709 -5.409 1.475 -0.011 0.04 -0.022
Si 0.142 -2.814 1.338 -0.038 0.054 -0.044
Si 1.38 1.263 2.731 -0.007 -0.001 0.016
Si 3.979 4.102 2.681 -0.01 0.062 0.031
Si 1.415 6.712 2.601 0.043 -0.037 -0.001
Si 4.118 9.362 2.687 0.038 0.014 0.023
Si 1.389 -4.153 2.804 -0.007 -0.029 0.034
Si 4.126 -1.334 2.811 0.026 0.004 0.009
Si 6.693 1.365 2.82 -0.031 -0.016 0.022
Si 9.612 4.042 2.741 0.017 0 0.015
Si 6.886 6.891 2.617 -0.015 -0.013 0.023
Si 9.431 9.618 2.715 -0.031 0.042 0.008
Si 6.786 12.286 2.791 0.022 -0.002 0.026
Si -6.878 -1.23 2.801 -0.012 0.028 0.018
Si -4.126 1.295 2.682 0.014 0.004 0.027
Si -1.325 4.156 2.688 -0.048 -0.033 0.024
Si -4.008 6.703 2.725 0.057 0.001 0.029
Si -1.407 -6.769 2.903 -0.022 0.021 0.014
Si -4.135 -3.987 2.692 -0.01 0.012 0.017
Si -1.299 -1.43 2.659 0.031 -0.019 0.004
Si -0.012 -0.049 4.076 -0.008 0.003 -0.002
Si 2.702 2.694 4.078 0.042 -0.018 -0.025
Si 0.05 5.443 4.065 -0.004 0.025 -0.008
Si 2.725 8.069 4.045 -0.043 0.036 0.008
Si 0.009 -5.44 4.188 -0.024 0.008 0.018
Si 2.744 -2.743 4.111 -0.019 0.003 -0.025
Si 5.423 0.003 4.208 0.008 -0.01 0.039
Si 8.156 2.732 4.075 0.043 -0.023 -0.038
Si 5.45 5.485 3.963 -0.01 0.006 -0.062
Si 8.15 8.211 4.086 -0.008 -0.036 0.013
Si 5.422 10.834 4.059 -0.004 -0.006 -0.052
Si 8.142 -2.674 4.136 -0.028 0.022 0.002
Si -5.444 0.028 4.143 0.027 -0.034 0.016
Si -2.736 2.732 3.995 -0.016 0.026 -0.07
Si -5.385 5.401 4.112 0.004 -0.004 0.007
Si -2.74 8.107 4.145 -0.014 -0.009 -0.004
Si -5.475 -5.377 4.057 -0.012 0.013 0.008
Si -2.706 -2.715 4.059 0.019 -0.01 0.004
Si 1.374 -1.336 16.322 0.03 0.005 0.005
Si 4.056 1.33 16.288 -0.007 -0.009 0.008
Si 1.33 4.076 16.276 -0.005 -0.014 0
Si 4.049 6.81 16.28 0.004 0 -0.01
Si 1.357 -6.786 16.336 -0.006 0.005 0.004
Si 4.067 -4.055 16.286 0 -0.001 -0.002
Si 6.791 -1.409 16.291 0.003 -0.005 0.006
Si -6.79 1.354 16.261 -0.021 -0.003 -0.009
Si 6.815 4.08 16.318 -0.007 0.006 -0.002
Si -6.761 6.785 16.313 0.012 -0.008 0.012
Si 6.834 9.56 16.262 0.007 0.014 0.001
Si -6.811 -4.118 16.34 -0.015 -0.026 -0.001
Si -4.073 -1.38 16.329 -0.005 0.011 0.02
Si -1.348 1.392 16.327 0.006 0.009 -0.001
Si -4.028 4.102 16.327 0.013 0.017 0.002
Si -1.404 6.807 16.345 0.006 -0.016 0.018
Si -4.072 9.502 16.357 -0.018 0.011 0.019
Si -1.375 -4.082 16.325 -0.015 0.009 -0.004
Si 2.706 0.028 17.73 -0.034 0.008 0.013
Si 5.43 2.675 17.606 -0.007 -0.002 0.016
Si 2.657 5.451 17.615 0.031 -0.002 0.009
Si 5.422 8.232 17.544 -0.038 -0.003 -0.048
Si 2.733 -5.399 17.668 0.012 0.001 0.034
Si 5.395 -2.718 17.683 0.012 0.004 0.031
Si 8.211 -0.068 17.58 0.017 0.029 -0.017
Si -5.421 2.719 17.598 -0.007 -0.032 -0.019
Si 8.211 5.429 17.673 0.009 0 0.05
Si -5.421 8.122 17.719 0.015 0.005 0.019
Si 8.157 10.848 17.737 0.004 -0.039 0.047
Si -5.414 -2.789 17.679 -0.023 0.006 0.018
Si -2.747 0.054 17.656 -0.004 0.003 -0.004
Si 0.046 2.72 17.707 0.007 -0.019 0.01
Si -2.728 5.462 17.778 -0.032 -0.002 0.056
Si -0.046 -8.132 17.674 0.009 0.024 -0.008
Si -2.7 -5.46 17.717 0.023 -0.009 -0.005
Si -0.01 -2.693 17.638 -0.02 -0.011 0.006
Si 1.384 1.398 19.163 0.021 0.033 -0.001
Si 4.003 4.032 18.899 -0.027 -0.069 -0.067
Si 1.318 6.834 18.991 0 -0.027 -0.013
Si 4.156 -6.744 18.992 0.031 0.028 -0.024
Si 1.313 -4.068 19.002 -0.012 0.02 -0.014
Si 4.05 -1.348 19.08 0.048 -0.016 -0.001
Si 6.829 1.263 18.882 -0.016 -0.014 -0.038
Si -6.699 4.041 19.017 -0.031 0.011 0.024
Si 6.78 6.894 18.848 0.016 0.037 -0.058
Si -6.789 9.435 19.104 -0.015 0.01 -0.031
Si 6.728 -4.099 19.04 -0.023 -0.012 -0.04
Si 9.557 -1.401 18.987 0.009 0.015 -0.017
Si -4.153 1.377 19.028 -0.022 -0.032 0.007
Si -1.288 4.083 19.064 0.002 0.03 -0.019
Si -4.122 6.808 19.2 0.008 0.008 -0.014
Si -1.356 -6.803 19.121 -0.007 -0.011 -0.003
Si -4.073 -4.146 19.084 -0.015 -0.027 0.018
Si -1.321 -1.252 18.958 0.012 0.02 -0.04
Si -0.068 0.086 20.49 -0.001 0 0.097
Si 2.786 2.776 20.516 -0.034 -0.029 0.1
Si 0.058 5.475 20.448 -0.037 -0.003 0.038
Si 2.745 8.215 20.238 -0.005 0.027 0.023
Si 0.041 -5.457 20.452 0.005 -0.03 0.034
Si 2.598 -2.67 20.388 -0.011 0.031 0.049
Si 5.514 -0.011 20.36 0.016 -0.065 0.067
Si 8.237 2.567 20.199 0.055 -0.047 0.027
Si 5.41 5.471 20.022 0.01 0.019 0.016
Si 8.034 8.102 20.412 0.035 0.081 0.044
Si 5.432 -5.433 20.517 0.019 -0.01 0.058
Si 8.136 -2.727 20.29 -0.001 -0.01 0.039
Si -5.445 -0.071 20.425 0.031 0.02 0.038
Si -2.762 2.759 20.325 -0.01 0.018 0.043
Si -5.521 5.403 20.573 0.066 0.051 0.079
Si -2.669 -8.151 20.556 -0.024 -0.012 0.059
Si -5.379 -5.574 20.501 0.02 -0.044 0.047
Si -2.67 -2.645 20.232 -0.01 -0.01 0.008
Si 1.027 -1.535 21.792 0.246 0.208 -0.794
Si 4.64 1.775 21.604 -0.338 -0.132 -0.775
Si 1.733 4.501 21.774 -0.097 -0.323 -0.767
Si 3.984 6.657 21.4 0.018 0.102 -0.687
Si 1.679 -6.644 21.714 -0.254 -0.059 -0.648
Si 3.705 -4.278 21.651 0.238 -0.008 -0.865
Si 6.988 -1.269 21.733 -0.149 -0.07 -0.764
Si -7.122 0.984 21.685 0.083 0.043 -0.757
Si 6.791 4.053 21.179 0.047 -0.057 -0.551
Si -7.47 6.305 21.698 0.249 0.112 -0.735
Si 7.122 -6.527 21.837 -0.377 -0.227 -0.749
Si 9.336 -4.261 21.548 0.166 0.041 -0.796
Si -3.768 -1.188 21.682 -0.23 -0.043 -0.766
Si -1.751 1.228 21.751 0.221 0.027 -0.729
Si -3.735 4.337 21.755 -0.217 -0.034 -0.762
Si -1.473 6.587 21.855 0.177 0.221 -0.674
Si -4.171 -7.045 22.01 0.125 0.226 -0.764
Si -1.145 -3.76 21.555 -0.007 -0.231 -0.754
Si 3.305 -1.49 26.052 0.003 -0.041 -0.051
Si -2.525 5.252 -4.076 0.052 -0.196 -0.013
Si -6.129 1.643 24.589 -0.056 -0.015 -0.056
Si -8.01 -0.074 -5.995 -0.025 0.025 0.046
Si 5.171 -2.721 23.937 0.102 0.036 -0.15
Si 7.621 0.161 25.766 0.039 0.046 -0.023
Si 5.387 -0.007 -2.257 0.119 0.046 0.091
Si -7.241 -2.268 -3.857 0.096 0.07 0.104
Si 5.881 4.128 25.004 -0.123 -0.073 0.006
Si -8.015 -7.667 -2.052 -0.012 0.044 0.182
Si -5.739 -5.593 -1.965 -0.087 -0.04 0.163
Si 3.008 -0.08 -5.728 -0.096 -0.01 0.113
Si 1.777 6.261 -4.282 0.036 -0.081 -0.036
Si 2.622 -4.708 -4.369 -0.035 0.012 -0.076
Si -7.035 -2.112 26.03 -0.039 -0.122 -0.086
Si 4.226 -2.315 -4.049 0.13 0.028 0.047
Si -5.876 -6.635 -6.796 0.052 -0.005 -0.105
Si -0.258 -5.827 -4.172 0.041 -0.088 0.012
Si -4.744 4.219 24.491 -0.075 -0.042 -0.122
Si 6.826 -3.972 -4.435 0 -0.058 -0.031
Si -0.141 -7.786 23.831 0.1 -0.148 0.078
Si -0.835 -2.476 -6.997 0.032 0.045 -0.053
Si 0.889 -0.475 24.711 0.015 -0.141 -0.15
Si 5.315 3.693 -6.847 -0.214 -0.043 -0.014
Si -3.607 3.164 -6.259 -0.068 0.154 -0.08
Si 0.307 8.154 -2.213 -0.063 0.103 0.3
Si 7.288 6.543 -4.205 0.03 0.05 0.142
Si -5.403 6.62 -6.662 0.177 0.096 -0.156
Si -4.795 5.34 -2.028 0.055 0.046 0.121
Si -3.554 0.572 25.87 0.028 -0.043 -0.02
Si 5.129 -6.432 -4.21 0.002 0.009 0.049
Si -5.354 -2.804 23.832 0.074 -0.058 -0.152
Si 5.084 6.646 24.058 0.069 0.194 -0.123
Si 0.254 3.9 -3.15 -0.03 0.026 0.172
Si -0.101 -0.431 -1.778 0.069 0.044 0.156
Si 1.158 3.959 24.846 0.075 0.152 -0.078
Si -2.285 -3.519 -4.548 0.05 -0.01 -0.05
Si -2.236 6.849 -6.535 -0.026 -0.151 -0.079
Si -5.074 -4.417 -4.65 -0.024 -0.057 0.059
Si -6.058 0.076 -2.184 -0.017 0.026 0.099
Si 6.3 6.696 -6.974 -0.015 -0.019 -0.161
Si -2.307 -2.615 -1.738 0.045 -0.074 0.058
Si 0.291 0.951 -4.452 -0.01 0.104 -0.003
Si 5.693 1.406 -5.014 0.033 0.033 0.204
Si 5.049 -5.003 25.931 -0.141 0.022 -0.141
Si 6.774 -7.394 24.928 0.192 0.159 -0.18
Si -1.599 1.171 -6.964 -0.019 -0.1 0.014
Si -2.22 -5.532 23.731 -0.074 -0.045 0.017
Si -1.013 2.022 24.661 -0.13 -0.037 -0.096
Si -5.819 1.746 -4.824 -0.074 0.055 0.185
Si -6.617 4.789 -4.372 0.056 -0.049 -0.109
Si -5.787 7.167 23.795 -0.031 0.116 -0.182
Si 4.583 6.972 -3.215 -0.128 -0.01 0.153
Si 5.389 1.332 24.425 -0.181 0.04 -0.184
Si 1.36 -1.38 5.451 -0.007 0 -0.014
Si 4.06 1.39 5.491 -0.019 0 0.005
Si 1.348 4.05 5.44 -0.001 -0.015 -0.005
Si 4.104 6.77 5.419 0.006 -0.006 -0.025
Si 1.389 9.465 5.44 0.018 -0.015 0.001
Si 4.086 12.198 5.451 0.006 -0.007 0.003
Si 6.792 -1.359 5.522 0.003 -0.009 0.021
Si 9.507 1.387 5.47 -0.023 0.006 -0.006
Si 6.788 4.123 5.384 -0.019 -0.009 -0.01
Si -6.79 6.807 5.403 0 0.018 -0.018
Si 6.787 9.529 5.461 0.018 0.021 -0.01
Si -6.799 12.279 5.464 0.014 0.002 -0.007
Si -4.061 -1.355 5.443 0.005 -0.008 -0.002
Si -1.379 1.36 5.386 -0.013 -0.007 -0.009
Si -4.045 4.047 5.458 0.012 -0.007 -0.006
Si -1.313 6.791 5.456 0.017 -0.004 0.001
Si -4.133 -6.8 5.419 0.013 -0.003 -0.014
Si -1.38 -4.066 5.475 -0.008 0 -0.007
Si 2.702 -0.001 6.816 0.007 0.019 -0.004
Si 5.455 2.759 6.793 0.003 -0.005 -0.005
Si 2.734 5.416 6.781 0.02 -0.015 -0.002
Si 5.43 8.15 6.799 -0.014 0.016 0.001
Si 2.724 10.846 6.807 -0.013 -0.001 -0.007
Si 5.429 -2.75 6.828 0.022 0.004 0.003
Si 8.168 0.015 6.838 0.01 -0.017 0.002
Si -5.436 2.726 6.82 -0.003 0.001 0.006
Si -8.165 5.456 6.767 -0.006 -0.004 -0.011
Si -5.462 8.161 6.797 -0.002 0.008 -0.001
Si -8.161 10.893 6.806 -0.011 0.007 -0.005
Si -5.421 -2.706 6.815 0.018 -0.021 -0.001
Si -2.715 0.016 6.793 -0.02 0.006 -0.013
Si -0.023 2.7 6.785 -0.008 0.027 -0.005
Si -2.687 5.423 6.797 0.012 -0.012 0.01
Si 0.023 8.147 6.822 -0.01 0.014 0.004
Si -2.746 -5.455 6.79 0.019 0.012 -0.002
Si -0.007 -2.717 6.823 -0.017 -0.005 0.002
Si 1.341 1.358 8.163 -0.01 -0.029 0.002
Si 4.087 4.086 8.166 0.003 -0.001 0.003
Si 1.383 6.779 8.159 -0.008 0.012 0.006
Si 4.083 9.503 8.173 0.008 0.006 0.011
Si 1.355 -4.099 8.156 -0.008 -0.007 -0.004
Si 4.069 -1.367 8.164 -0.015 -0.015 -0.007
Si 6.798 1.385 8.165 0.013 0.007 -0.006
Si -6.808 4.097 8.147 0.007 -0.003 -0.001
Si 6.8 6.799 8.152 0.011 0.002 0.004
Si -6.811 9.521 8.162 0.001 -0.009 0.005
Si 6.803 -4.087 8.182 -0.005 0.008 0.006
Si -6.785 -1.354 8.176 -0.001 0.018 0.008
Si -4.082 1.356 8.167 0 -0.003 0.011
Si -1.353 4.065 8.167 -0.006 -0.008 0.008
Si -4.073 6.796 8.133 0.008 0.019 -0.007
Si -1.362 -6.801 8.147 0 -0.012 -0.006
Si -4.079 -4.086 8.166 -0.02 -0.001 -0.002
Si -1.364 -1.346 8.166 0.023 0.01 0.005
Si -0.006 0.002 9.53 -0.01 0.016 0.005
Si 2.716 2.72 9.509 0.01 0.005 -0.002
Si 0.011 5.431 9.516 0.015 -0.009 0.005
Si 2.721 8.149 9.531 0.005 0 0
Si -0.009 -5.445 9.52 -0.012 0.012 0.005
Si 2.71 -2.731 9.516 -0.001 0.011 -0.002
Si 5.435 0.008 9.509 0.01 0.002 -0.006
Si -8.153 2.732 9.524 -0.009 -0.004 -0.002
Si 5.444 5.445 9.527 -0.008 -0.006 -0.001
Si -8.166 8.156 9.517 -0.014 0.008 0.004
Si 5.442 -5.454 9.529 0.002 -0.008 0.005
Si -8.153 -2.718 9.524 0.005 -0.012 -0.004
Si -5.431 -0.001 9.539 0.005 -0.013 0.004
Si -2.722 2.716 9.523 -0.003 0.004 0.006
Si -5.439 5.447 9.503 -0.021 -0.004 0
Si -2.721 8.157 9.501 0.012 0.002 0.001
Si -5.442 -5.444 9.518 0.009 0.002 0.008
Si -2.721 -2.719 9.521 0.003 -0.009 0.004
Si 1.354 -1.368 10.876 -0.006 -0.005 0.001
Si 4.073 1.361 10.87 -0.017 -0.001 -0.007
Si 1.368 4.079 10.88 0.004 -0.005 0.001
Si 4.082 6.798 10.894 0.008 0.011 0.015
Si 1.353 9.516 10.879 -0.002 -0.01 0.003
Si 4.075 -4.087 10.873 0.011 -0.003 -0.007
Si 6.803 -1.349 10.867 -0.004 0.004 -0.009
Si -6.797 1.363 10.886 0.009 0.001 0.006
Si -9.515 4.084 10.886 0.006 -0.002 0.002
Si -6.797 6.802 10.871 0.002 0.01 -0.009
Si -9.519 9.508 10.886 0.003 -0.006 0.005
Si -6.797 -4.086 10.879 -0.007 0.002 0.002
Si -4.075 -1.366 10.895 -0.012 0.008 0.005
Si -1.364 1.361 10.885 0.003 -0.01 0.003
Si -4.088 4.081 10.869 0.009 0 -0.002
Si -1.359 6.801 10.86 -0.011 0.003 -0.01
Si -4.073 9.517 10.87 -0.004 -0.006 -0.001
Si -1.365 -4.08 10.883 0.012 0.01 0.003
Si 2.713 0 12.226 0.011 -0.002 0
Si 5.435 2.717 12.232 0 -0.002 -0.003
Si 2.716 5.44 12.252 0.004 -0.011 0.001
Si 5.441 8.16 12.253 0.003 0.001 0.005
Si 2.713 10.883 12.238 0.002 0.011 0.005
Si 5.442 -2.718 12.212 0.006 0.01 -0.01
Si 8.161 -0.004 12.242 -0.007 -0.005 -0.003
Si -5.43 2.717 12.244 -0.012 0.006 -0.001
Si -8.15 5.443 12.241 0.002 0.003 0.002
Si -5.433 8.159 12.226 -0.007 0 0
Si -8.151 10.867 12.234 -0.013 -0.003 0
Si -5.44 -2.733 12.245 -0.001 -0.019 -0.003
Si -2.712 -0.002 12.249 0.013 0.01 0.002
Si 0.001 2.725 12.231 -0.002 0.004 -0.004
Si -2.724 5.447 12.216 0.006 -0.003 -0.011
Si -0.014 8.16 12.234 -0.005 -0.007 -0.002
Si -2.723 -5.444 12.244 -0.002 0.003 -0.004
Si -0.006 -2.719 12.241 -0.001 0 -0.004
Si 1.351 1.358 13.587 -0.004 0.001 -0.005
Si 4.085 4.078 13.6 0.006 -0.004 -0.003
Si 1.334 6.8 13.599 0.002 0.016 0.002
Si 4.074 9.528 13.6 0.005 -0.009 0.003
Si 1.352 -4.074 13.6 -0.007 0.002 -0.001
Si 4.08 -1.363 13.568 0.009 -0.008 -0.01
Si 6.79 1.353 13.592 -0.013 0.016 0.004
Si -6.786 4.082 13.598 -0.01 0 0
Si 6.811 6.801 13.604 0.002 -0.006 0.002
Si -6.782 9.512 13.594 0.012 -0.001 -0.002
Si 6.803 -4.08 13.562 0.002 -0.005 -0.018
Si 9.518 -1.376 13.6 -0.002 0.008 0.004
Si -4.062 1.363 13.608 0.01 -0.021 0.008
Si -1.363 4.095 13.571 -0.011 0.003 -0.011
Si -4.075 6.803 13.585 0.004 -0.003 -0.014
Si -1.362 9.52 13.608 0.006 -0.003 0.003
Si -4.089 -4.095 13.612 -0.014 0.018 0.003
Si -1.356 -1.361 13.611 0.002 -0.004 0.004
Si -0.001 0.012 14.968 -0.011 -0.014 0.011
Si 2.71 2.714 14.94 0.009 0.008 -0.003
Si -0.044 5.451 14.96 -0.012 -0.018 -0.005
Si 2.69 8.173 14.942 -0.003 -0.012 0.001
Si -0.001 -5.434 14.967 0.008 0.02 0.004
Si 2.715 -2.695 14.938 0.007 0.001 -0.003
Si 5.433 -0.027 14.942 -0.003 0.002 0.006
Si 8.155 2.721 14.935 0.01 0 -0.003
Si 5.446 5.442 14.96 0.005 -0.008 0.004
Si 8.19 8.152 14.954 -0.016 0.008 0.001
Si 5.444 10.91 14.932 0.017 0.009 -0.002
Si 8.162 -2.761 14.949 -0.022 -0.004 0.005
Si -5.422 -0.022 14.944 -0.012 0.009 0.001
Si -2.692 2.744 14.951 0.023 0.019 -0.01
Si -5.408 5.435 14.953 0.003 -0.004 0.003
Si -2.733 8.161 14.961 -0.006 -0.002 0.006
Si -5.437 -5.464 14.984 0.001 -0.003 -0.003
Si -2.724 -2.728 14.956 0.007 -0.019 -0.007
O -4.221 -2.043 22.996 0.385 -0.395 0.259
O 1.448 -0.928 23.251 0.38 0.075 0.465
O -6.517 1.657 23.025 0.227 0.343 0.001
O 6.881 -6.969 23.376 0.123 -0.324 0.074
O -4.734 -6.35 -0.978 -0.088 0.155 -0.364
O -5.895 8.134 -6.324 -0.384 0.065 0.234
O 5.166 -5.164 -0.484 0.138 0.112 -0.224
O -6.432 -3.468 22.846 -0.057 0.244 0.08
O 2.915 5.598 22.048 0.124 -0.037 0.663
O 5.794 5.144 -0.448 0.146 -0.006 -0.407
O 5.57 -2.963 -4.711 -0.062 0.028 -0.279
O -2.621 5.469 22.213 0.002 -0.052 0.306
O -2.086 6.542 -4.949 0.071 0.558 0.265
O 4.325 0.809 -5.597 -0.036 0.146 -0.359
O -4.85 -5.02 -3.172 0.37 -0.04 0.172
O 2.662 2.569 -0.504 -0.003 -0.163 -0.19
O -1.41 2.104 23.087 0.326 0.675 0.015
O -2.816 -8.037 -0.325 -0.114 -0.022 -0.399
O 4.366 -1.645 24.838 0.115 0.37 -0.061
O -1.229 4.536 -3.41 -0.215 0.166 0.282
O 0.653 3.96 -1.561 -0.315 0.02 -0.129
O 6.518 0.221 24.597 0.057 -0.46 -0.321
O -6.659 -1.358 -2.647 -0.16 -0.27 0.165
O 3.589 -5.968 -4.108 -0.181 -0.418 0.059
O 5.106 -7.824 -3.403 0.012 0.185 0.203
O 1.397 4.722 -3.956 0.127 -0.056 -0.229
O 4.465 1.163 23.115 -0.332 -0.411 0.35
O -2.172 2.648 -6.71 0.566 0.57 -0.13
O -3.627 4.411 25.635 0.558 -0.075 -0.017
O 6.197 -5.303 -3.73 0.264 -0.041 0.257
O 4.567 3.909 25.951 -0.1 0.45 0.229
O -2.295 1.583 25.561 -0.165 0.47 0.322
O 6.34 -2.053 23.026 0.02 -0.163 0.232
O 7.129 7.176 -5.681 0.41 0.667 -0.321
O 3.728 6.502 24.88 -0.125 -0.078 -0.152
O 5.566 5.125 23.776 0.25 -0.203 -0.473
O -1.969 -5.141 25.262 -0.468 -0.132 0.391
O 1.288 -1.122 -1.308 0.114 0.32 -0.232
O -0.283 -1.473 25.23 -0.09 -0.253 -0.45
O 1.405 -7.518 -1.188 0.225 -0.311 -0.388
O 6.569 -0.632 -1.334 0.125 0.039 -0.264
O -3.523 5.803 -2.915 0.094 0.452 -0.09
O -7.265 6.991 23.174 -0.46 0.27 0.386
O -0.828 0.794 -5.599 -0.19 -0.566 0.019
O -6.458 -4.343 -1.242 0.126 0.137 -0.41
O -2.02 -4.218 22.842 -0.412 0.352 0.215
O -1.986 -7.926 -6.84 -0.333 0.025 0.252
O 2.715 -5.47 22.193 0.132 0.064 0.248
O 4.14 6.757 -1.672 -0.465 -0.055 -0.108
O 7.968 7.691 -3.294 0.253 0.089 -0.284
O -0.027 -0.184 -3.352 -0.021 -0.373 -0.36
O 1.164 6.657 -5.714 -0.258 0.156 0.229
O -0.246 -6.35 -5.704 0.561 0.119 -0.141
O 0.193 0.96 24.688 0.233 0.196 0.039
O 3.374 6.534 -4.199 0.102 -0.165 -0.477
O 8.11 -0.15 22.189 -0.006 -0.013 0.156
O -1.338 -2.623 -5.489 0.115 0.302 0.239
O 1.773 0.68 -5.028 0.174 0.112 -0.218
O -2.755 -0.001 22.201 -0.139 -0.04 0.26
O -4.816 -3.989 24.819 0.657 -0.16 0.017
O -8.071 -5.366 22.046 0.2 -0.096 0.539
O 7.804 5.072 22.005 0.058 -0.147 0.233
O -0.786 7.14 23.261 -0.237 -0.261 0.489
O -5.823 7.941 25.18 0.424 0.054 0.308
O -4.905 -0.189 -1.073 0.133 0.444 -0.189
O -0.008 -7.666 25.451 0.003 0.179 0.253
O -7.503 7.723 -0.842 -0.403 0.115 0.089
O 5.567 2.991 -5.395 -0.081 0.252 0.424
O 7.874 -3.266 -3.409 0.139 0.166 0.615
O 7.854 2.993 -0.426 -0.125 0.106 -0.563
O -4.945 7.994 22.678 -0.124 -0.379 0.015
O 7.842 -1.44 25.891 -0.383 -0.295 -0.048
O 4.111 -3.41 22.948 -0.153 0.029 0.329
O -3.634 -2.451 -0.857 -0.267 -0.602 0.158
O -4.406 3.911 -1.408 -0.192 -0.446 -0.426
O -3.671 -3.91 -5.272 -0.14 0.181 -0.294
O -5.236 5.686 24.056 -0.023 0.073 0.038
O 7.074 4.796 25.828 0.205 0.405 -0.166
O 4.414 0.843 -1.299 -0.012 0.005 -0.311
O 1.128 -5.038 -3.883 -0.054 0.204 0.728
O -8.164 5.201 -4.386 -0.453 -0.356 -0.217
O -3.788 6.529 -6.989 -0.073 -0.065 -0.305
O 3.326 -1.529 -5.12 -0.422 -0.306 -0.488
O -4.405 1.968 -5.544 0.194 -0.485 0.147
O -6.113 5.175 -2.902 -0.271 0.052 0.114
O -1.112 -6.618 23.314 0.119 0.016 -0.461
O 5.671 -6.449 25.621 -0.343 -0.254 0.515
O -5.745 5.655 -5.416 0.332 0.083 0.079
O -4.729 0.841 24.789 0.199 -0.224 -0.341
O 2.65 -4.372 -5.958 -0.108 0.39 -0.345
O 3.408 -5.113 25.848 -0.046 -0.383 -0.314
O -6.123 -1.717 24.753 -0.143 0.729 -0.149
O 3.245 -3.484 -3.512 -0.071 0.098 0.655
O -0.424 -7.023 -3.097 -0.303 0.157 -0.287
O 0.046 -5.557 -0.274 0.164 -0.247 -0.434
O 6.943 0.752 -5.788 -0.108 -0.276 -0.383
O -7.33 0.961 25.435 0.1 -0.033 0.453
O 8.148 -7.359 25.793 -0.174 0.156 0.102
O 6.023 5.132 -6.873 0.181 -0.074 -0.037
O -3.637 -6.199 23.318 -0.213 0.314 0.437
O 6.273 2.692 24.428 0.587 0.028 -0.129
O 5.682 -3.919 24.897 0.286 -0.172 0.269
O -0.749 7.211 -1.4 0.289 -0.201 -0.289
O -4.127 3.565 23.144 0.209 -0.431 0.147
O 0.25 2.396 -3.733 -0.118 0.019 -0.091
O 5.871 6.067 -3.587 -0.004 -0.702 0.097
O -6.076 -3.155 -4.543 0.123 0.204 -0.186
O -5.584 -5.639 -5.558 -0.078 -0.058 0.254
O 4.616 -1.279 -2.879 -0.316 -0.019 0.483
O -0.335 3.407 25.202 -0.363 0.332 0.384
O 1.258 -7.49 23.06 0.147 -0.215 0.562
O -6.865 -6.625 -2.502 0.133 -0.228 -0.208
O 1.13 4.2 23.248 -0.349 -0.002 0.131
O -6.763 0.922 -5.826 0.223 -0.048 -0.198
O 4.801 7.364 22.639 0.331 0.644 0.003
O 5.579 -6.65 -5.745 0.516 0.138 -0.022
O 8.092 -2.587 -0.401 0.144 -0.066 -0.191
O -2.543 2.545 -0.376 -0.017 0.159 -0.379
O 1.111 7.193 -3.18 0.137 0.087 -0.138
O -0.042 -2.716 22.147 -0.192 -0.275 0.621
O 2.297 2.843 25.121 0.065 -0.454 -0.296
O -5.899 3.202 25.021 -0.431 0.261 0.369
O 4.858 7.466 -6.994 -0.357 -0.491 0.112
O -5.543 0.901 -3.473 0.417 0.122 -0.361
O 5.704 3.002 21.837 -0.081 0.202 0.17
O 5.864 1.012 -3.44 0.407 0.287 0.193
O -1.32 -1.401 -1.391 -0.181 0.18 0.451
O -6.487 3.2 -4.581 -0.526 -0.178 -0.272
O -1.514 -4.833 -4.043 -0.348 0 0.276
O -0.45 0.953 -1.013 0.35 0.08 -0.192
O -1.617 -3.991 -1.301 -0.083 -0.578 -0.316
O 4.39 1.337 25.694 -0.017 -0.427 0.129
O -7.898 -1.264 -4.929 -0.289 -0.084 -0.077
O -5.233 6.313 -0.806 0.438 0.059 -0.103
O 7.679 -4.292 -5.788 -0.072 0.081 0.013
O 1.591 5.256 25.733 -0.251 0.101 0.537
O 6.185 7.425 24.93 0.371 -0.526 0.315
O 3.008 -3.013 -0.419 0.038 -0.007 -0.455
O 2.183 -0.38 25.684 0.213 0.452 0.087
O -2.929 -0.943 25.752 -0.4 -0.106 -0.233
O -2.67 -2.598 -3.288 -0.51 0.388 -0.35
O -7.132 1.038 -1.453 -0.355 0.075 -0.548
O -3.337 4.286 -5.116 -0.032 -0.026 -0.147
O 7.019 -6.851 -1.487 -0.064 0.081 -0.307

Results
total energy: -101652.982 eV
total energy less fixed offsets of O -438.25, Si -107.07 eV per atom: 0.218 eV
